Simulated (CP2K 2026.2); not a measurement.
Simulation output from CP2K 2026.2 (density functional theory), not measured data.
Periodic cell of 507 atoms, Si360O145H2, from a study of silicon, its oxide and their interface. The atomic structure is a simulated model.
Doubt: the forces sum to 2.79 eV/angstrom along one axis rather than to zero, so they err by at least 0.0055 eV/angstrom per atom on average; the grid cutoff is modest.

Settings: functional PBE; method Gaussian and plane waves; basis set DZVP-MOLOPT-SR-GTH; pseudopotentials GTH-PBE; grid cutoff 350 Ry, relative cutoff 50 Ry; k points Gamma only; occupations fixed; spin none; net charge 0.

Cell vectors (angstrom)
a 16.32 0 0
b 0 16.32 0
c -6.6709 4.6107 34.0587

Atoms and the computed forces on them: element, x, y, z (angstrom), force x, y, z (eV/angstrom)
Si -5.115 19.356 33.927 -0.071 0.191 -0.368
Si 3.786 1.659 0.19 0.012 -0.086 -0.211
Si 1.603 3.847 0.104 0.03 0.034 -0.321
Si 4.43 6.599 0.057 -0.08 -0.051 -0.11
Si 1.116 9.757 0.222 0.028 -0.101 -0.063
Si -2.942 17.005 34.024 0.193 -0.157 -0.296
Si 7.163 14.737 0.016 -0.238 0.142 -0.21
Si 9.714 1.058 0.215 -0.05 0.03 -0.179
Si 6.508 4.286 0.069 -0.022 -0.012 0.005
Si 9.267 7.015 0.254 0.043 -0.046 -0.217
Si 7.134 9.255 0.008 0.055 0.105 -0.368
Si 2.724 17.102 34.047 0.063 -0.146 -0.37
Si 11.963 15.258 0.141 0.074 -0.048 -0.227
Si 14.663 1.631 0.052 0.11 -0.088 -0.219
Si 12.502 3.904 0.095 -0.031 -0.03 -0.23
Si 14.788 6.995 0.122 0.06 -0.013 -0.162
Si 12.436 9.069 0.062 -0.057 0.012 -0.26
Si 15.221 11.921 0.046 -0.078 -0.032 -0.279
Si 2.626 16.308 1.366 0.056 -0.034 -0.24
Si 5.397 2.754 1.48 0.034 0.072 -0.18
Si 2.763 5.467 1.388 0.124 0.009 -0.271
Si 5.529 8.178 1.401 -0.016 -0.061 -0.142
Si 2.685 10.93 1.482 -0.051 0.015 -0.17
Si 5.446 13.551 1.232 0.003 0.053 -0.244
Si 8.175 16.238 1.535 0.053 -0.025 -0.229
Si 10.882 2.739 1.415 0.055 -0.07 -0.295
Si 8.074 5.42 1.484 -0.058 0.018 -0.339
Si 10.895 8.103 1.546 -0.087 0.022 -0.207
Si 8.248 10.871 1.331 -0.031 0.063 -0.204
Si 10.89 13.6 1.422 -0.001 0.129 -0.161
Si 13.57 16.379 1.439 -0.069 0.07 -0.215
Si 0.001 2.692 1.401 -0.054 0.018 -0.209
Si 13.643 5.424 1.471 -0.019 0.058 -0.21
Si -0.035 8.169 1.511 -0.015 0.065 -0.294
Si 13.564 10.8 1.323 0.044 -0.121 -0.239
Si -0.016 13.615 1.291 0.097 -0.061 -0.109
Si 1.291 1.297 2.792 -0.01 0.013 0.108
Si 4.062 4.109 2.852 -0.054 0.046 0.114
Si 1.394 6.807 2.78 -0.017 -0.053 0.023
Si 4.105 9.529 2.742 -0.005 -0.035 0.011
Si 1.325 12.309 2.798 0.019 0.1 0.126
Si 4.1 14.958 2.678 0.006 -0.107 -0.066
Si 6.783 1.349 2.783 0.004 0.009 0.046
Si 9.492 4.061 2.787 0.021 0.016 0.007
Si 6.791 6.823 2.868 0.015 0.009 0.118
Si 9.574 9.575 2.808 0.021 -0.005 0.114
Si 6.79 12.196 2.693 0.018 0.073 -0.045
Si 9.538 14.896 2.869 -0.082 -0.053 0.239
Si 12.235 1.391 2.843 -0.061 0.086 0.102
Si 15.025 4.082 2.811 0.003 0.017 0.111
Si 12.234 6.721 2.862 0.02 -0.07 0.121
Si 14.898 9.525 2.833 -0.033 -0.037 0.113
Si 12.264 12.21 2.726 0.034 -0.02 0.012
Si 14.95 14.957 2.715 0.028 -0.029 -0.02
Si -0.047 16.275 4.172 0.088 0.058 0.006
Si 2.68 2.686 4.16 0.037 0.057 -0.074
Si 0.047 5.451 4.181 -0.015 -0.049 -0.009
Si 2.744 8.181 4.138 -0.002 -0.024 0.025
Si -0.022 10.908 4.171 -0.056 0.002 -0.087
Si 2.748 13.636 4.141 -0.083 -0.017 -0.103
Si 5.418 16.301 4.127 -0.023 -0.014 0.034
Si 8.15 2.693 4.162 -0.004 0.019 0.028
Si 5.425 5.46 4.236 -0.035 0.017 -0.093
Si 8.196 8.198 4.184 -0.031 -0.065 -0.064
Si 5.449 10.876 4.131 0.056 0.008 0.01
Si 8.117 13.54 4.165 0.095 0.02 -0.086
Si 10.883 16.313 4.21 0.037 -0.004 -0.105
Si 13.627 2.745 4.197 -0.057 -0.072 -0.097
Si 10.845 5.391 4.203 0.059 0.035 0.033
Si 13.576 8.13 4.214 0.051 0.083 -0.076
Si 10.922 10.913 4.183 -0.109 -0.031 -0.011
Si 13.61 13.586 4.104 -0.01 -0.002 0.034
Si 1.344 14.931 16.537 0.023 0.016 0.057
Si 4.108 17.698 16.528 -0.001 -0.033 0.04
Si 1.366 4.098 16.511 -0.004 0.046 0.01
Si 4.082 6.803 16.523 0.032 -0.015 0.013
Si 1.345 9.517 16.514 0 -0.006 0.06
Si 4.057 12.231 16.543 -0.024 0.019 0.044
Si 6.783 14.942 16.534 -0.034 0.025 0.027
Si 9.512 17.677 16.553 0.014 -0.004 0.072
Si 6.806 4.069 16.544 0.036 0.003 0.069
Si 9.531 6.799 16.543 -0.015 -0.052 0.045
Si 6.796 9.51 16.544 -0.002 -0.028 0.002
Si 9.521 12.211 16.54 -0.025 0.045 0.019
Si 12.229 14.932 16.542 -0.007 -0.012 0.036
Si -1.36 17.675 16.496 0.028 -0.018 0.008
Si 12.242 4.086 16.524 -0.007 -0.018 0.061
Si -1.351 6.802 16.54 -0.036 0.046 0.039
Si 12.243 9.482 16.546 0.028 0.042 0.042
Si -1.36 12.233 16.553 -0.016 -0.034 0.065
Si 2.735 16.315 17.849 0.032 0.005 0.079
Si 5.456 2.726 17.952 -0.092 -0.007 -0.073
Si 2.757 5.424 17.9 -0.062 0.024 -0.026
Si 5.381 8.198 17.914 0.045 -0.067 0.106
Si 2.647 10.901 17.906 0.077 -0.048 -0.05
Si 5.444 13.562 17.919 -0.026 0.033 0.1
Si 8.107 16.326 17.909 0.067 -0.072 -0.038
Si 10.905 2.72 17.912 -0.067 0.059 0.074
Si 8.156 5.449 17.909 0.034 0.073 0.09
Si 10.917 8.108 17.948 -0.021 -0.001 -0.051
Si 8.196 10.824 17.92 -0.083 0.04 -0.002
Si 10.869 13.563 17.926 0.047 -0.069 0.132
Si -2.696 16.298 17.868 -0.024 0.07 -0.014
Si -0.032 2.758 17.846 0.04 -0.076 0.088
Si -2.739 5.461 17.911 0.1 -0.026 0.034
Si 0.04 8.139 17.913 -0.025 0.012 0.064
Si -2.712 10.842 17.912 -0.031 -0.002 0.139
Si -0.015 13.588 17.962 0.022 0.008 -0.021
Si 1.373 17.727 19.158 0.014 0.059 -0.161
Si 4.1 4.099 19.318 0.19 0.009 0.07
Si 1.439 6.791 19.284 0.067 0.199 -0.121
Si 3.958 9.545 19.291 -0.078 -0.047 -0.143
Si 1.309 12.2 19.356 -0.081 -0.064 0.021
Si 4.065 14.955 19.27 -0.026 0.067 -0.072
Si 6.786 17.674 19.342 0.007 -0.017 0.025
Si 9.55 4.106 19.296 0.035 0.036 -0.062
Si 6.765 6.834 19.261 -0.015 -0.094 -0.144
Si 9.583 9.478 19.302 0.031 0.018 0
Si 6.783 12.129 19.283 -0.012 -0.033 -0.103
Si 9.452 14.941 19.247 -0.092 -0.025 -0.17
Si 12.311 17.667 19.244 0.073 -0.005 -0.023
Si -1.369 4.111 19.264 -0.063 -0.01 -0.148
Si 12.256 6.765 19.38 -0.044 0.016 -0.01
Si -1.344 9.47 19.298 0.035 0.031 -0.079
Si 12.247 12.183 19.325 -0.031 0.071 -0.016
Si -1.366 14.991 19.304 -0.049 -0.084 0.037
Si 0.027 16.435 20.546 -0.035 0.07 0.21
Si 2.716 19.014 20.607 -0.03 -0.026 0.214
Si 0.093 5.406 20.577 -0.081 -0.03 0.234
Si 2.66 8.208 20.747 0.08 -0.203 0.691
Si -0.088 10.85 20.76 -0.055 -0.02 0.265
Si 2.672 13.608 20.65 0.094 0.023 0.151
Si 5.42 16.296 20.713 -0.027 -0.136 0.109
Si 8.175 19.071 20.655 0.277 -0.116 0.272
Si 5.384 5.554 20.693 -0.053 0.001 0.452
Si 8.167 8.167 20.611 -0.05 0.001 0.05
Si 5.324 10.837 20.665 0.074 0.088 0.137
Si 8.16 13.483 20.616 0.08 0.075 0.203
Si 10.855 16.329 20.51 -0.056 0.067 0.142
Si -2.703 19.079 20.666 0.039 -0.077 0.161
Si 10.906 5.415 20.793 -0.143 -0.075 0.166
Si -2.615 8.058 20.722 0.081 0 0.258
Si 10.961 10.725 20.758 0.181 0.08 0.137
Si -2.735 13.634 20.69 -0.063 -0.04 0.102
Si 1.483 15.221 21.89 0.037 0.071 0.219
Si 3.729 17.385 21.978 -0.003 0.093 0.424
Si 1.237 3.92 21.984 0.192 0.049 0.251
Si 4.338 7.218 22.275 -0.441 0.005 -0.073
Si 0.913 9.206 22.174 0.391 0.12 0.022
Si 4.244 12.493 22.009 -0.03 -0.026 0.292
Si 6.562 14.61 21.922 -0.054 -0.039 0.3
Si 9.809 17.895 21.921 -0.014 0.009 -0.022
Si 7.044 4.372 21.917 -0.167 -0.03 0.149
Si 9.241 6.608 22 0.017 -0.005 0.35
Si 6.585 9.294 21.922 -0.029 -0.086 0.377
Si 9.763 12.335 21.97 -0.01 -0.052 0.143
Si 11.869 14.738 21.884 0.189 0.085 0.373
Si -0.992 18.062 21.938 -0.078 -0.027 0.335
Si -4.271 3.777 22.137 -0.035 -0.121 0.177
Si -1.071 6.765 22.063 0.05 -0.071 0.035
Si -3.645 9.638 22.131 -0.029 -0.032 0.238
Si -1.65 12.078 22.094 0.036 0.094 -0.002
Si 8.241 5.352 31.111 -0.104 0.097 -0.499
Si 10.049 10.336 31.992 -0.211 -0.097 -0.265
Si 9.558 7.991 24.894 -0.142 -0.228 0.443
Si 6.239 11.411 26.454 -0.158 -0.067 0.427
Si 1.213 10.03 25.246 -0.032 -0.128 0.442
Si 8.167 5.736 26.576 0.172 -0.135 0.223
Si 3.02 5.031 24.466 -0.041 0.064 0.437
Si 7.153 7.316 29.03 -0.081 0.054 -0.231
Si 5.242 14.35 31.195 0.197 -0.074 -0.689
Si 6.922 12.603 29.259 0.15 0.075 -0.206
Si 8.521 15.824 24.045 0.064 0.065 0.256
Si -0.47 14.115 24.228 0.191 -0.077 0.374
Si 1.283 7.721 29.19 -0.093 0.218 -0.429
Si -1.699 16.864 24.807 0.131 0.089 0.6
Si 3.456 12.141 25.021 0.043 0.166 0.546
Si -2.507 5.363 31.382 -0.053 0.054 -0.489
Si 1.701 7.402 32.138 -0.153 -0.073 -0.401
Si -4.442 17.607 26.277 -0.108 0.135 0.287
Si 1.045 17.315 26.198 0.159 -0.096 0.369
Si 9.046 15.035 29.227 -0.048 -0.162 -0.186
Si -4.039 12.625 32.069 0.006 0.215 -0.305
Si 7.067 3.667 24.866 0.077 -0.069 0.523
Si 6.075 19.371 31.221 -0.163 0.118 -0.49
Si 5.466 18.063 26.907 -0.047 -0.333 0.398
Si 8.201 10.77 24.224 -0.215 0.053 0.204
Si 8.585 10.072 29.257 -0.373 0.113 -0.353
Si 3.007 16.314 31.019 -0.129 0.143 -0.465
Si -4.569 13.527 29.323 -0.211 0.017 -0.459
Si 0.203 14.846 31.055 0.259 -0.178 -0.559
Si 8.074 16.834 26.956 -0.019 -0.041 0.511
Si -1.676 6.905 28.958 0.05 0.138 -0.249
Si 1.102 12.8 28.846 0.059 -0.034 -0.216
Si -0.561 19.395 31.314 0.097 -0.06 -0.538
Si 0.99 19.313 28.504 0.157 -0.037 -0.298
Si 4.976 8.865 27.567 0.085 0.019 0.118
Si -1.082 11.329 27.004 -0.1 0.06 0.278
Si -5.267 4.197 30.919 0.217 -0.061 -0.475
Si 9.51 19.402 26.165 0.114 -0.053 0.427
Si -3.684 12.959 26.549 0.045 -0.15 0.403
Si -1.99 16.774 31.194 -0.096 0.296 -0.579
Si -3.593 18.537 28.997 -0.026 0.08 -0.13
Si -5.435 11.045 27.909 0.05 0.012 -0.17
Si 3.462 18.422 24.898 -0.114 -0.359 0.472
Si 2.93 10.306 29.385 -0.287 0.074 -0.353
Si -2.547 5.201 24.421 0.152 -0.069 0.325
Si 2.616 7.434 26.467 0.095 0.215 0.312
Si -3.84 8.047 24.985 0.037 0.325 0.568
Si 3.783 19.001 29.4 -0.127 0.142 -0.291
Si 7.423 16.692 31.228 0.049 -0.207 -0.602
Si 11.236 15.088 24.707 0.096 0.041 0.582
Si 1.705 14.226 26.245 0.14 0.116 0.348
Si -1.594 4.195 27.311 0.176 -0.049 0.363
Si 3.91 9.713 32.165 0.05 0.299 -0.305
Si -3.092 9.204 27.654 0.023 0.114 0.198
Si 1.366 14.959 5.536 0.017 0.009 -0.041
Si 4.067 1.339 5.526 -0.006 0.008 -0.052
Si 1.365 4.063 5.559 -0.018 0.005 -0.026
Si 4.062 6.83 5.569 0.028 -0.047 -0.011
Si 1.365 9.531 5.516 -0.006 0.02 -0.032
Si 4.085 12.241 5.513 -0.007 0.014 -0.071
Si 6.779 14.944 5.521 0.006 -0.016 -0.058
Si 9.507 1.35 5.56 0.005 -0.02 -0.022
Si 6.803 4.065 5.551 -0.006 0.036 -0.011
Si 9.518 6.801 5.559 0.02 0.019 -0.028
Si 6.805 9.536 5.544 -0.011 -0.01 -0.059
Si 9.517 12.234 5.549 -0.013 -0.016 -0.017
Si 12.264 14.936 5.532 -0.033 0.037 -0.04
Si 14.956 1.345 5.557 -0.035 -0.007 -0.035
Si 12.24 4.07 5.572 -0.007 -0.022 -0.017
Si 14.98 6.793 5.557 -0.001 0.004 -0.023
Si 12.235 9.519 5.567 0.012 -0.028 -0.03
Si 14.944 12.258 5.543 0.04 -0.031 -0.043
Si 2.714 16.316 6.918 -0.026 0.017 0.007
Si 5.431 2.701 6.907 0.007 -0.001 -0.008
Si 2.718 5.439 6.926 0.003 0.002 0.005
Si 5.443 8.178 6.923 -0.008 -0.004 0.011
Si 2.723 10.888 6.897 -0.002 -0.015 -0.007
Si 5.432 13.592 6.908 0.001 0.012 0.017
Si 8.142 16.298 6.91 0.008 0.019 -0.002
Si 10.876 2.705 6.933 0.024 -0.008 0.004
Si 8.156 5.436 6.926 -0.006 -0.007 -0.011
Si 10.877 8.157 6.935 -0.011 0 0.007
Si 8.163 10.879 6.928 0.032 -0.017 0.009
Si 10.883 13.597 6.911 -0.023 0.012 0
Si 13.6 16.302 6.924 0.011 0.001 0.003
Si -0.001 2.707 6.926 0.014 0.011 0.008
Si 13.608 5.437 6.93 -0.017 0.009 -0.001
Si 0.016 8.17 6.913 -0.014 -0.021 -0.018
Si 13.599 10.887 6.922 -0.004 -0.003 0.012
Si 0.003 13.603 6.91 0.006 -0.017 0.024
Si 1.361 1.354 8.3 0.019 0.017 0.004
Si 4.083 4.073 8.287 -0.001 0.013 0
Si 1.36 6.801 8.295 -0.004 -0.016 0.006
Si 4.078 9.534 8.288 0.012 -0.005 0.002
Si 1.362 12.239 8.281 -0.016 -0.001 -0.006
Si 4.075 14.952 8.287 -0.009 -0.016 0
Si 6.791 1.345 8.286 -0.008 -0.005 0.002
Si 9.518 4.075 8.297 0.014 0.016 0.002
Si 6.795 6.802 8.292 0 -0.011 0.004
Si 9.515 9.516 8.303 -0.031 -0.031 0.007
Si 6.797 12.242 8.29 0.016 0.009 0.001
Si 9.516 14.953 8.286 0.016 0.01 0.001
Si 12.238 1.341 8.299 -0.031 -0.019 0.005
Si -1.359 4.069 8.3 -0.025 -0.022 0
Si 12.244 6.797 8.298 0.03 0.021 0.005
Si -1.354 9.524 8.286 0.013 0.011 0.001
Si 12.234 12.239 8.295 -0.008 -0.017 0.001
Si -1.353 14.954 8.297 0.007 0.027 -0.002
Si 0 16.315 9.673 -0.007 -0.012 0.004
Si 2.724 2.716 9.667 -0.012 0.002 0
Si 0.001 5.437 9.667 -0.003 0.015 0.005
Si 2.725 8.164 9.661 0.002 -0.008 0.001
Si 0.005 10.882 9.661 0.007 -0.012 -0.001
Si 2.718 13.595 9.664 -0.001 0.008 -0.005
Si 5.436 16.309 9.665 0.008 0.014 -0.001
Si 8.154 2.708 9.66 -0.001 0 0.001
Si 5.44 5.436 9.662 0.003 -0.006 0.005
Si 8.157 8.155 9.672 0.014 0.006 0.004
Si 5.44 10.884 9.669 -0.013 -0.004 -0.001
Si 8.16 13.596 9.667 -0.001 -0.007 -0.002
Si 10.873 16.307 9.669 -0.002 0.015 0.005
Si 13.598 2.707 9.67 0.01 0.008 -0.001
Si 10.882 5.434 9.668 -0.01 -0.008 0.005
Si 13.605 8.163 9.662 -0.014 -0.018 0.001
Si 10.876 10.878 9.671 0.005 0.001 0.004
Si 13.599 13.596 9.666 0.002 -0.001 0
Si 1.36 14.953 11.042 -0.007 0.01 -0.001
Si 4.083 17.674 11.04 -0.003 -0.006 -0.003
Si 1.363 4.076 11.04 0.012 -0.001 0
Si 4.083 6.801 11.036 -0.007 -0.003 0
Si 1.363 9.521 11.035 -0.007 -0.004 -0.005
Si 4.079 12.241 11.043 0.005 -0.002 0.001
Si 6.798 14.953 11.043 -0.002 0.007 -0.001
Si 9.514 17.671 11.039 0.008 -0.004 -0.002
Si 6.8 4.074 11.035 0.006 0.002 0
Si 9.521 6.794 11.041 0.001 -0.006 0.004
Si 6.798 9.519 11.042 0 -0.013 0.003
Si 9.516 12.236 11.047 -0.007 -0.003 0.002
Si 12.235 14.949 11.046 -0.001 0 -0.001
Si -1.362 17.672 11.049 0.003 0.003 -0.001
Si 12.238 4.07 11.041 0.004 -0.001 0.002
Si -1.36 6.8 11.036 -0.006 -0.005 0.002
Si 12.239 9.516 11.037 0 0.012 0.002
Si -1.361 12.235 11.036 -0.001 0.003 -0.002
Si 2.722 16.314 12.412 0.003 0 -0.008
Si 5.445 2.714 12.414 -0.007 0 0.001
Si 2.723 5.441 12.41 -0.003 -0.003 0
Si 5.443 8.155 12.417 -0.005 0.013 0.003
Si 2.721 10.876 12.414 -0.004 0.004 -0.003
Si 5.438 13.597 12.421 0.004 -0.004 0
Si 8.161 16.31 12.417 -0.004 0.017 -0.009
Si 10.874 2.711 12.414 -0.011 -0.007 0.001
Si 8.161 5.432 12.411 0 0.001 -0.001
Si 10.881 8.155 12.414 -0.002 -0.011 0.001
Si 8.156 10.875 12.421 0.007 -0.006 -0.003
Si 10.879 13.589 12.426 0 0.002 0.005
Si 13.593 16.311 12.421 0.001 -0.004 -0.003
Si 0.005 2.714 12.416 -0.015 0.004 0.001
Si 13.6 5.436 12.407 -0.004 0.006 -0.001
Si -0.001 8.164 12.406 0.021 -0.008 0.002
Si 13.597 10.875 12.409 0 -0.013 -0.001
Si -0.004 13.593 12.412 -0.001 0.002 -0.003
Si 1.369 17.673 13.789 0.018 -0.019 -0.007
Si 4.088 4.083 13.783 -0.01 0.001 -0.002
Si 1.36 6.805 13.775 -0.026 0.026 -0.007
Si 4.083 9.518 13.788 0.01 -0.032 0.002
Si 1.355 12.232 13.784 0.008 -0.007 0.002
Si 4.074 14.956 13.792 -0.013 0.029 -0.003
Si 6.806 17.673 13.789 0.013 -0.025 0
Si 9.518 4.075 13.788 0.005 -0.003 0.007
Si 6.807 6.793 13.788 0.027 -0.028 0
Si 9.518 9.51 13.791 -0.01 0.021 -0.003
Si 6.795 12.233 13.797 -0.031 0.017 -0.003
Si 9.516 14.949 13.798 0.002 -0.002 -0.01
Si 12.227 17.67 13.793 -0.003 0.02 -0.009
Si -1.359 4.08 13.78 0.017 -0.009 -0.001
Si 12.243 6.794 13.785 -0.002 -0.008 0.004
Si -1.364 9.518 13.781 -0.023 0.014 0.004
Si 12.239 12.221 13.796 0.009 0.002 0.006
Si -1.367 14.947 13.789 0.005 0.004 -0.006
Si 0.005 16.303 15.151 -0.014 0.014 -0.004
Si 2.73 2.724 15.155 -0.003 -0.018 0.011
Si -0.001 5.451 15.147 0.019 -0.02 0.012
Si 2.717 8.159 15.153 -0.001 -0.004 -0.015
Si -0.013 10.881 15.157 0.006 -0.006 -0.022
Si 2.711 13.589 15.159 0.019 0.013 -0.017
Si 5.442 16.315 15.158 -0.019 -0.013 -0.031
Si 8.164 2.713 15.166 -0.004 0.013 -0.006
Si 5.45 5.434 15.164 -0.011 0.026 0.003
Si 8.161 8.152 15.169 -0.016 -0.007 -0.004
Si 5.434 10.876 15.174 0.027 0.015 0.004
Si 8.159 13.585 15.172 0.017 -0.001 0.006
Si 10.87 16.309 15.177 -0.01 -0.012 0.016
Si -2.727 2.721 15.145 -0.004 -0.011 -0.007
Si 10.877 5.439 15.158 -0.008 0.008 -0.028
Si -2.712 8.151 15.158 0.019 0 -0.013
Si 10.885 10.852 15.172 -0.022 -0.017 -0.01
Si -2.722 13.583 15.169 -0.013 -0.001 -0.003
O 8.166 5.444 22.522 0.03 -0.095 -0.285
O 5.939 19.221 32.828 0.025 0.026 0.462
O 9.715 7.328 23.416 -0.167 0.002 -0.464
O -3.662 13.392 30.662 0.191 0.064 0.446
O 7.515 11.572 25.467 0.274 0.147 -0.485
O -0.098 12.05 28.068 -0.034 -0.036 0.131
O 7.252 15.144 23.317 -0.072 0.019 0.074
O 10.93 18.937 22.605 0.084 0.135 -0.488
O 5.701 13.118 30.209 -0.046 -0.054 0.506
O -3.914 7.401 33.576 -0.186 0.032 0.429
O 4.179 4.643 33.619 0.197 -0.061 0.635
O -2.71 10.92 22.656 -0.222 -0.238 -0.428
O 1.598 8.59 25.936 -0.04 0.063 -0.062
O -2.721 16.225 32.546 -0.075 -0.165 0.437
O 3.517 11.969 23.407 -0.133 -0.042 -0.515
O -3.964 18.225 33.577 0.201 0.096 0.122
O -0.218 10.524 25.88 0.026 0.045 -0.295
O 1.652 9.289 29.465 -0.2 -0.142 0.104
O -1.422 5.782 23.375 0.022 0.283 -0.444
O 8.158 13.67 29.376 0.217 -0.088 0.102
O 1.91 4.668 23.338 -0.451 0.145 -0.597
O 4.892 13.91 32.72 -0.007 0.012 0.438
O 0.328 19.201 29.971 -0.049 -0.251 0.481
O 0.134 20.084 32.609 0.317 -0.128 0.502
O -5.564 19.835 32.38 -0.185 -0.014 0.534
O 3.623 3.71 25.206 0.279 0.176 -0.109
O -1.663 17.425 23.298 -0.18 0.161 -0.345
O 0.357 13.598 25.559 -0.439 -0.297 -0.546
O 3.248 17.589 30.018 -0.098 -0.329 0.266
O 1.184 17.882 27.726 0.095 -0.193 0.2
O -4.707 19.464 29.769 -0.282 0.235 0.261
O -3.568 4.243 23.573 -0.243 -0.213 -0.194
O 9.186 11.782 23.421 0.059 -0.086 -0.318
O 7.503 6.696 30.496 0.077 -0.188 0.25
O -2.156 5.564 32.945 0.162 0.051 0.436
O -0.066 14.491 32.621 -0.229 -0.029 0.601
O 6.887 7.365 33.586 -0.016 -0.051 0.364
O 8.801 11.003 32.802 -0.167 -0.216 0.033
O -2.943 8.888 26.061 -0.075 -0.204 -0.517
O 9.674 4.931 30.408 0.061 0.124 0.02
O 6.521 16.96 27.495 -0.071 0.312 0.037
O -1.788 6.545 30.53 -0.023 -0.105 0.437
O 3.349 10.958 33.022 0.114 -0.133 0.179
O 6.463 15.401 31.334 -0.126 -0.219 0.219
O 2.665 16.219 22.502 -0.176 0.021 -0.701
O -1.216 10.035 33.514 0.009 0.187 0.581
O 2.468 6.077 25.581 0.071 -0.155 -0.472
O -1.137 12.837 23.481 0.111 -0.015 -0.059
O 8.617 19.457 24.783 -0.072 -0.083 -0.377
O 1.609 18.229 33.574 -0.228 -0.11 0.125
O 3.942 15.068 30.516 0.088 -0.01 0.034
O 6.414 12.438 27.714 -0.162 -0.069 -0.173
O 4.081 18.135 23.427 0.206 -0.102 -0.645
O 6.583 17.941 30.603 0.009 -0.115 0.005
O 9.352 4.597 26.806 0.132 -0.102 0.096
O 9.151 17.02 23.141 -0.088 -0.103 0.117
O -4.164 13.917 25.352 -0.041 0.045 -0.277
O 2.246 7.093 28.029 0.112 0.12 -0.198
O -4.774 13.717 33.003 0.141 0.17 0.193
O 5.363 9.26 32.735 0.034 0.055 0.215
O -1.57 15.23 24.72 -0.133 -0.133 -0.298
O -1.903 5.615 28.016 -0.275 -0.031 -0.063
O 8.54 5.568 32.696 0.238 -0.012 0.561
O -2.872 7.92 28.599 -0.202 0.049 0.162
O 1.448 15.887 30.892 -0.243 0.269 0.255
O 8.817 15.614 27.723 0.106 0.028 -0.128
O 5.409 13.564 22.527 0.101 0.047 -0.458
O -0.247 7.619 28.658 -0.047 0.017 0.093
O -5.045 11.375 31.869 0.071 -0.123 -0.286
O 1.552 12.702 33.581 0.099 0.055 0.491
O 10.975 13.407 22.347 -0.104 0.054 -0.304
O 1.763 13.887 27.835 0.189 -0.004 0.073
O 9.679 15.417 33.584 -0.177 0.096 0.291
O -3.667 13.78 27.98 -0.025 0.09 0.053
O -0.967 17.9 31.781 0.282 -0.113 0.118
O 7.944 16.492 25.393 0.057 0.042 -0.601
O 2.51 19.867 28.806 0.177 0.126 -0.177
O 11.067 18.997 25.891 0.17 -0.122 -0.32
O 4.63 19.787 30.553 0.286 -0.087 0.546
O -3.332 6.511 24.965 -0.283 0.011 -0.259
O -0.512 17.389 25.794 -0.278 0.043 -0.206
O 9.308 10.66 27.896 0.134 0.005 0.23
O -5.775 8.998 32.77 0.101 0.031 0.353
O 3.023 13.656 25.474 -0.133 -0.125 -0.435
O 7.403 11.106 29.717 0.067 -0.242 0.178
O 6.124 9.821 26.902 0.072 0.195 -0.071
O 3.836 9.897 28.102 0.08 0.268 -0.066
O 9.678 14.707 24.372 -0.119 -0.264 -0.3
O -1.884 20.252 30.893 -0.118 -0.112 0.339
O 0.382 8.128 32.765 -0.036 -0.121 0.249
O -3.91 8.778 23.536 -0.155 0.249 -0.627
O -4.108 5.343 31.085 -0.118 -0.013 0.07
O -2.686 12.047 32.752 0.116 -0.026 0.322
O 7.497 6.106 27.999 0.151 -0.285 0.159
O 7.021 5.129 25.588 -0.141 -0.031 -0.313
O 8.876 18.256 27.168 -0.02 0.095 -0.115
O 6.264 19.009 25.868 0 0.121 -0.237
O 1.453 6.92 30.591 0.071 0.001 0.488
O 6.989 12.676 33.589 -0.068 0.116 0.439
O -1.952 10.322 27.954 -0.079 0.046 -0.14
O 0.509 13.51 30.174 -0.141 0.15 0.291
O 1.187 9.959 23.628 -0.101 0.061 -0.49
O -4.841 11.786 26.58 -0.176 -0.186 -0.168
O 8.652 16.231 30.255 -0.096 0.352 0.225
O -1.929 4.357 25.71 -0.062 -0.087 -0.608
O 9.598 9.88 30.498 0.168 0.167 0.382
O -2.924 17.504 30.068 0.33 -0.338 0.129
O 5.818 7.953 22.57 0.074 0.508 -0.519
O 0.636 14.788 23.237 -0.017 0.046 -0.082
O 0.018 3.895 27.534 0.039 0.056 -0.196
O 2.305 11.79 29.272 0.325 -0.116 0.299
O -0.078 7.954 22.662 -0.18 0.003 -0.396
O 2.934 8.437 32.26 0.149 0.047 0.304
O 1.672 15.832 26.155 0.148 0.097 -0.358
O -1.146 15.575 30.474 0.064 0.169 0.209
O -4.275 15.54 23.355 0.093 0.084 -0.518
O 10.996 8.024 25.631 -0.073 0.097 -0.089
O 0.11 19.162 22.567 -0.329 -0.161 -0.485
O 6.381 3.774 23.387 -0.084 0.005 -0.295
O 3.387 16.634 32.58 0.088 0.289 0.784
O -2.497 19.382 28.089 -0.112 -0.134 0.073
O 7.19 20.472 30.829 0.136 0.092 0.038
O 2.123 6.085 32.967 0.118 -0.16 -0.014
O 4.899 11.831 25.67 -0.07 -0.11 -0.193
O 9.025 9.508 24.806 -0.038 0.018 -0.142
O 4.837 18.839 28.172 0.224 0.279 0.117
O 3.97 10.208 30.62 0.196 -0.2 0.524
O 1.866 18.162 25.079 0.115 0.278 -0.365
O 8.092 8.607 28.803 0.159 0.052 -0.079
O -5.305 12.087 29.148 0.128 0.129 0.059
O 4.226 17.484 26.015 -0.092 0.04 -0.149
O 7.981 17.145 32.677 -0.032 0.325 0.603
O -4.57 9.695 28.122 -0.021 -0.23 -0.168
O 7.045 10.207 23.223 -0.158 -0.073 -0.117
O -4.347 17.584 27.904 -0.142 -0.201 0.098
O 11.045 16.304 25.794 -0.251 -0.056 -0.211
O 5.624 7.873 28.714 -0.201 0.014 -0.096
O -3.007 17.487 25.548 0.167 -0.08 -0.365
O 8.635 7.12 25.902 -0.101 0.367 -0.417
O 4.204 7.93 26.441 -0.189 -0.162 -0.225
O 2.364 11.11 25.659 0.116 0.121 -0.254
O -2.181 12.354 26.316 0.036 -0.028 -0.344
O -5.7 14.692 29.469 0.287 0.122 -0.006
O 3.466 7.975 23.524 -0.033 -0.11 -0.374
H 4.041 8.13 24.301 0.035 0.001 0.067
O 4.374 5.673 23.674 0.17 -0.097 -0.351
H 5.103 4.997 23.565 -0.094 -0.038 0.055

Results
total energy: -102126.409 eV
total energy less fixed offsets of H -15.91, O -438.35, Si -107.03 eV per atom: -3.039 eV
